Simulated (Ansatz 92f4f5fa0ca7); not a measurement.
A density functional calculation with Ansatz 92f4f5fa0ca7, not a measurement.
Periodic cell of 256 atoms, Si144O112, from a study of silicon, its oxide and their interface. The atomic structure is a simulated model.
Doubt: the cutoff is far below the 930 eV that the study's wrapper takes by default for these files, so forces and energies are approximate.

Settings
functional: PBE
potential files: Ansatz PAW
basis: plane waves
wave-function cutoff: 580 eV
density cutoff ratio: 5
exchange-correlation grid ratio: 1
k mesh: 1 x 1 x 1, Gamma-centred
self-consistency stop: 5e-08 eV per atom in the density residual
occupations: fixed
spin: none
net charge: 0

Cell vectors (angstrom)
a  10.938  0  0
b  0  10.938  0
c  -0.5492  4.6506  36.6278

Atoms: element, x, y, z (angstrom)
Si  1.1828  2.9185  29.1669
Si  3.9327  5.5841  29.0572
Si  0.1709  9.3642  29.0208
Si  3.3917  0.7297  29.1827
Si  -4.8106  3.348  29.1822
Si  -2.2475  6.3013  29.0924
Si  6.2231  8.2337  28.8984
Si  -1.4083  0.2755  29.1367
Si  2.2272  4.6226  30.4231
Si  4.9046  7.2205  30.4994
Si  2.0932  -0.8753  30.3533
Si  4.8942  1.917  30.5613
Si  -3.2429  4.6156  30.4308
Si  -0.6363  7.5319  30.3494
Si  7.8202  10.3362  30.5081
Si  -0.4194  1.8562  30.5269
Si  0.7948  6.0689  31.7324
Si  3.5145  8.7141  31.7541
Si  0.8866  0.4906  31.8844
Si  3.5323  3.3061  31.8756
Si  6.329  5.9583  31.853
Si  9.0004  8.7671  31.8642
Si  6.3031  11.5154  31.8543
Si  -1.8686  3.2625  31.8086
Si  -0.5492  4.6506  33.2095
Si  2.1853  7.3851  33.2095
Si  -0.5492  10.1196  33.2095
Si  2.1853  1.9161  33.2095
Si  4.9198  4.6506  33.2095
Si  7.6543  7.3851  33.2095
Si  4.9198  10.1196  33.2095
Si  7.6543  1.9161  33.2095
Si  1.3673  -1.3673  3.418
Si  4.1018  1.3673  3.418
Si  1.3673  4.1018  3.418
Si  4.1018  -4.1018  3.418
Si  6.8362  -1.3673  3.418
Si  -1.3673  1.3673  3.418
Si  6.8362  4.1018  3.418
Si  -1.3673  6.8362  3.418
Si  2.7776  -0.0646  4.8637
Si  5.4606  2.7801  4.7677
Si  2.7332  5.4615  4.6772
Si  5.4513  -2.7267  4.8034
Si  -2.7681  0.025  4.7694
Si  -0.0062  2.7149  4.7701
Si  8.1962  5.4785  4.8482
Si  -0.0239  -2.6925  4.8713
Si  1.4683  1.4274  6.124
Si  4.1015  4.1894  6.0839
Si  1.439  -4.1553  6.0783
Si  4.0381  -1.5694  6.3576
Si  -4.0281  1.5178  6.0807
Si  -1.292  4.1062  6.1837
Si  6.7257  -4.1218  6.2047
Si  -1.5504  -1.3228  6.24
Si  -0.6802  0.1042  7.9037
Si  2.5295  3.0401  7.4026
Si  0.3447  -5.6874  7.4266
Si  3.1606  -3.5005  7.5342
Si  5.3774  -0.4845  7.9773
Si  -2.5487  2.6094  7.487
Si  5.0169  5.8056  7.4796
Si  -3.1661  -2.4771  7.5228
Si  0.8181  3.2834  34.5768
Si  3.5526  6.0179  34.5768
Si  0.8181  8.7524  34.5768
Si  3.5526  11.4869  34.5768
Si  6.2871  3.2834  34.5768
Si  -1.9164  6.0179  34.5768
Si  6.2871  8.7524  34.5768
Si  -1.9164  0.5489  34.5768
Si  2.1853  4.6506  35.944
Si  4.9198  7.3851  35.944
Si  2.1853  10.1196  35.944
Si  4.9198  1.9161  35.944
Si  -3.2837  4.6506  35.944
Si  -0.5492  7.3851  35.944
Si  -3.2837  -0.8184  35.944
Si  -0.5492  1.9161  35.944
Si  1.3673  1.3673  0.6835
Si  4.1018  4.1018  0.6835
Si  1.3673  6.8362  0.6835
Si  4.1018  -1.3673  0.6835
Si  6.8362  1.3673  0.6835
Si  -1.3673  4.1018  0.6835
Si  6.8362  -4.1018  0.6835
Si  -1.3673  -1.3673  0.6835
Si  0  0  2.0507
Si  2.7345  2.7345  2.0507
Si  0  5.469  2.0507
Si  2.7345  -2.7345  2.0507
Si  5.469  0  2.0507
Si  8.2035  2.7345  2.0507
Si  5.469  5.469  2.0507
Si  8.2035  -2.7345  2.0507
Si  5.1202  -3.6932  11.4713
Si  -1.6199  -2.3714  16.0868
Si  1.1353  -0.8105  15.5478
Si  0.7443  3.756  26.2711
Si  2.8586  5.9036  26.1253
Si  2.4053  2.4257  12.2013
Si  3.1746  -5.0541  14.8873
Si  4.8756  5.0476  23.9105
Si  0.2183  0.4926  12.967
Si  0.975  1.9757  23.912
Si  4.1569  1.5825  9.8068
Si  6.6919  -0.6224  15.5654
Si  6.5203  -0.7218  25.1826
Si  5.6191  8.8345  20.5887
Si  -0.2789  8.0633  18.6726
Si  -2.0067  1.9736  17.5983
Si  8.0399  -4.4794  14.4273
Si  2.7929  0.9442  17.3925
Si  0.1755  9.8921  23.6592
Si  1.9561  1.5879  20.1881
Si  0.2417  -1.5129  10.5151
Si  5.4325  -0.0578  18.3166
Si  -2.2632  8.1855  24.5167
Si  5.3353  -2.8787  14.2346
Si  3.6804  2.4785  22.5901
Si  -1.53  5.754  26.1036
Si  2.8696  2.9855  15.283
Si  7.7267  -5.2301  11.4988
Si  -1.2403  -3.9884  9.6238
Si  -2.4803  3.9999  15.822
Si  6.3607  3.8487  9.6473
Si  -3.2288  1.6253  26.925
Si  2.7442  -3.168  9.8456
Si  2.8164  -5.4332  11.8915
Si  0.0482  3.4213  21.4094
Si  1.1335  9.5341  20.697
Si  3.2408  7.4895  19.4405
Si  0.2437  3.7258  16.9506
Si  5.9579  0.2805  22.3064
Si  7.0806  1.6447  19.9894
Si  -2.3516  1.3161  14.7009
Si  1.4676  8.5764  26.2447
Si  1.0255  5.5083  19.4749
Si  7.437  3.8247  24.7614
Si  7.0479  6.7555  22.2628
Si  -3.0047  4.0017  21.5908
Si  2.2997  -3.1047  16.7747
Si  4.3413  9.709  26.97
O  -0.5169  -2.9434  10.6301
O  1.2429  -0.0138  14.1327
O  1.4196  4.125  8.0546
O  -0.4275  -0.6547  9.3183
O  6.6636  -1.4829  8.3086
O  -0.3152  4.7981  25.6174
O  6.9563  3.1539  20.5981
O  7.6032  3.432  8.678
O  4.9325  9.9776  25.4636
O  1.6962  7.013  25.8341
O  5.9554  9.5806  19.1707
O  1.9094  0.0047  20.5154
O  -0.4676  2.4889  17.7576
O  7.4494  7.2257  28.4658
O  2.1475  -4.4338  10.7739
O  -0.1659  -4.7501  8.6764
O  -2.3438  -3.2088  8.7353
O  4.6312  0.071  9.3498
O  4.4105  -3.9998  14.951
O  -4.1142  9.6833  29.338
O  3.4193  6.2326  27.6206
O  5.2885  8.5485  27.6055
O  4.8273  -2.6596  12.7041
O  5.4507  2.551  9.9723
O  -2.5815  1.3631  18.9923
O  -1.5362  5.7115  27.7236
O  -1.2238  0.8794  13.6112
O  2.3236  1.8565  28.5407
O  0.7101  9.2986  22.2487
O  0.4677  2.1093  20.5618
O  3.8437  -0.16  17.9725
O  5.0519  4.454  28.5407
O  3.5423  1.8677  16.2605
O  3.185  2.2321  8.6751
O  -1.3502  9.3891  23.9117
O  -3.1368  3.6354  23.1779
O  6.9376  4.3416  11.1053
O  2.8442  9.1674  26.8302
O  -1.6344  -3.6567  15.0555
O  5.0798  9.9926  21.642
O  2.2293  4.4018  26.1042
O  7.904  -1.6318  15.9009
O  3.5274  7.8835  17.8618
O  1.8276  -1.8444  10.2002
O  3.7081  4.3904  15.2712
O  3.374  1.516  11.2497
O  7.2071  0.465  14.4449
O  2.5876  1.8621  23.6466
O  2.4007  -5.0634  13.4352
O  -2.582  -5.219  13.004
O  -2.5756  2.9308  14.5736
O  4.3481  -2.9789  10.2239
O  -2.8922  5.1729  25.4326
O  -2.9316  2.5523  25.6015
O  -1.5634  8.1481  17.6775
O  -0.1806  9.3236  19.7234
O  0.7057  2.3397  25.4716
O  5.5152  5.0647  8.9208
O  0.4044  3.5206  27.8387
O  -1.9351  0.9918  16.2719
O  1.4701  0.2175  16.77
O  5.8181  4.0542  24.8225
O  5.3988  -1.4569  15.0089
O  -2.7641  7.1878  23.3449
O  6.8304  -3.4683  14.1427
O  5.6929  1.2987  19.1984
O  7.951  3.2437  17.187
O  2.302  -1.9653  15.5943
O  7.4014  8.8448  25.2894
O  2.2246  8.4354  20.2677
O  0.0334  -0.7216  11.9094
O  4.2648  0.1107  27.907
O  16.852  0.8662  7.2426
O  2.313  1.8817  18.6325
O  6.7361  2.4946  27.9071
O  6.2556  0.1139  16.9374
O  -0.9231  4.468  16.0632
O  0.8814  4.7005  20.8757
O  1.3576  3.2535  15.8487
O  0.3922  8.7797  27.4528
O  6.8512  8.0811  21.3364
O  3.9584  5.9377  24.9216
O  0.9862  8.1122  17.6618
O  -1.5109  3.6502  21.1314
O  0.3579  3.1763  22.99
O  -1.6109  1.4317  8.2075
O  2.5755  6.0143  19.4617
O  0.2142  0.5785  23.5859
O  11.7394  0.542  7.3799
O  5.026  1.5677  22.6534
O  -0.1481  6.6596  19.4955
O  -1.372  7.2859  25.5485
O  5.7227  6.1441  23.0266
O  6.7101  -3.9505  11.2521
O  7.1867  0.6475  21.287
O  4.0131  4.0457  22.9383
O  -0.3669  -1.4269  15.65
O  -1.948  -5.1386  10.501
O  7.5643  5.3056  15.4847
O  7.0019  0.2965  26.3379
O  6.6946  -0.1617  23.6767
O  4.4368  -5.1658  11.7863
O  0.8707  4.6585  18.105
O  2.3944  3.9578  11.6002
O  2.143  -4.5523  16.0389
O  0.8925  1.7843  12.2074
O  -1.9154  1.1107  27.7472
O  2.9122  2.4416  13.748
O  1.0932  9.3967  24.8974
O  3.0603  2.3794  21.0909
O  -3.2946  5.5738  21.3265
O  4.6231  7.5863  20.2744

Results
free energy: -155245.890 eV
free energy less fixed offsets of O -568.88, Si -635.61 eV per atom: -3.490 eV

Forces (eV/angstrom), in the order of the atoms: element, x, y, z
Si  -0.0232  0.0654  -0.2571
Si  -0.0584  -0.0068  -0.3331
Si  0.3851  -0.6461  -0.38
Si  0.0907  0.0602  -0.4449
Si  -0.1529  0.0894  -0.373
Si  -0.0342  -0.0228  -0.4732
Si  0.0917  0.0364  -0.0104
Si  -0.2894  0.6853  -0.1521
Si  -0.0263  0.0092  -0.2576
Si  -0.129  0.0069  -0.1127
Si  -0.0078  0.1278  -0.1262
Si  -0.1157  -0.0999  -0.0962
Si  0.0134  -0.0341  0.0015
Si  -0.0005  -0.1224  0.1217
Si  -0.1418  -0.2703  -0.2138
Si  0.0102  0.1208  0.0098
Si  -0.0283  -0.0035  -0.0195
Si  0.1323  0.0116  0.0599
Si  -0.0452  -0.1007  0.0271
Si  0.0812  -0.0118  0.1218
Si  0.0691  -0.0451  0.1606
Si  -0.0697  0.1794  -0.0615
Si  0.0112  -0.0022  0.2014
Si  0.0019  -0.103  0.0061
Si  0.1707  0.2337  -0.5375
Si  -0.1555  -0.076  -0.4303
Si  0.0931  -0.0649  0.2466
Si  0.1146  -0.0355  0.3156
Si  0.0876  -0.0316  0.2751
Si  -0.0906  -0.0887  0.0979
Si  -0.0991  -0.2358  -0.5648
Si  0.1958  0.3055  0.059
Si  -0.0465  0.0592  0.4936
Si  0.0621  -0.2648  0.367
Si  -0.1928  -0.3681  -0.4447
Si  0.1712  0.2776  -0.3834
Si  -0.1743  -0.0413  0.0086
Si  -0.131  0.016  -0.1958
Si  0.1789  0.293  0.0259
Si  -0.0436  0.1673  0.6021
Si  0.1339  -0.1  -0.0372
Si  -0.0526  0.024  -0.1619
Si  0.0483  0.0667  0.08
Si  -0.1087  0.0143  0.04
Si  -0.0154  -0.0133  -0.157
Si  0.0903  0.0125  0.0348
Si  0.0192  -0.0499  0.0258
Si  -0.0949  0.0093  0.0232
Si  -0.1595  -0.1079  0.0923
Si  -0.0945  -0.1449  0.0843
Si  -0.0439  -0.0116  0.0368
Si  -0.1288  -0.07  -0.0144
Si  -0.2807  -0.0139  0.0165
Si  -0.1687  0.0258  0.0527
Si  0.0987  0.0823  -0.0102
Si  0.0748  -0.122  -0.04
Si  0.1094  0.0179  0.021
Si  0.158  0.1903  0.3796
Si  0.1733  -0.0528  0.1572
Si  0.0446  0.2886  -0.1214
Si  -0.0047  -0.2178  0.0165
Si  0.2911  0.2105  0.2089
Si  0.1617  -0.2838  0.129
Si  -0.1313  -0.1273  0.2701
Si  0.0624  -0.0064  -0.0278
Si  0.0425  -0.0143  -0.0539
Si  -0.0883  0.0102  -0.003
Si  0.0144  0.0978  0.0037
Si  0.0043  0.0453  0.0287
Si  -0.0282  0.053  -0.0056
Si  -0.0801  -0.1218  -0.0215
Si  0.0425  0.0169  -0.027
Si  0.0071  -0.013  -0.0253
Si  -0.0279  0.0227  -0.0068
Si  -0.0108  -0.0648  -0.0134
Si  0.0851  -0.0516  0.0224
Si  -0.0276  0.004  -0.0108
Si  0.0753  -0.0339  0.0017
Si  0.0036  0.0511  -0.0347
Si  -0.065  0.0027  -0.0209
Si  0.0075  -0.0016  0.0097
Si  0.0619  -0.0115  0.0352
Si  0.026  0.0713  -0.0005
Si  -0.0639  0.0434  0.0065
Si  0.0133  0.0114  0.005
Si  -0.0645  -0.0069  -0.004
Si  -0.0197  -0.0426  0.0153
Si  0.0096  -0.0023  0.0206
Si  0.0158  0.039  0.0289
Si  -0.1592  -0.0765  0.0097
Si  0.0055  -0.0723  0.0037
Si  0.0076  -0.091  0.0267
Si  0.0348  0.0175  -0.0173
Si  0.0272  -0.0101  0.0116
Si  0.1088  0.1119  -0.0188
Si  -0.0079  0.0079  0.0328
Si  -0.0281  -0.0987  0.1487
Si  0.0057  -0.1316  -0.1992
Si  0.0479  0.0361  -0.2378
Si  0.1575  0.0734  -0.2138
Si  -0.1051  -0.2008  -0.2541
Si  -0.1536  0.1607  -0.001
Si  -0.005  -0.0879  -0.3359
Si  0.0982  -0.0231  0.0799
Si  0.1679  0.1872  -0.151
Si  0.0609  -0.1122  -0.0035
Si  -0.08  0.1064  0.109
Si  -0.0258  -0.0779  -0.1767
Si  0.1356  -0.1537  -0.2533
Si  0.0752  0.028  0.302
Si  0.143  -0.0147  0.0357
Si  -0.0629  0.0208  -0.0238
Si  -0.0488  -0.0714  -0.1958
Si  -0.0209  0.1092  -0.0923
Si  -0.1592  0.0813  0.1145
Si  0.0283  0.0221  0.2299
Si  0.2851  -0.1021  0.0593
Si  0.0293  -0.0107  0.1173
Si  -0.006  0.0398  -0.087
Si  0.0091  -0.1001  -0.2571
Si  0.0045  0.0247  0.2162
Si  -0.0672  0.0929  -0.3515
Si  0.0315  0.0692  -0.2591
Si  -0.0696  0.169  0.1367
Si  0.0202  -0.1562  -0.0598
Si  -0.1073  0.1584  -0.1168
Si  -0.0392  0.0148  0.2221
Si  -0.1968  0.0587  -0.2532
Si  -0.2  -0.1477  0.0935
Si  0.0244  -0.034  0.0018
Si  -0.0127  -0.0597  0.2898
Si  -0.0339  0.0223  0.3089
Si  -0.0239  0.0475  0.0415
Si  0.0265  0.0266  -0.174
Si  0.0033  -0.0356  0.249
Si  -0.032  0  0.2667
Si  0.1159  0.0433  -0.1484
Si  0.0657  0.0123  -0.3047
Si  -0.0081  -0.0537  0.0909
Si  -0.1862  0.1603  -0.1272
Si  -0.0142  -0.052  0.2443
Si  -0.0812  0.1317  0.2349
Si  0.0072  -0.0482  -0.1044
Si  0.0184  0.0879  -0.2689
O  -0.1265  -0.0339  0.0211
O  -0.0443  -0.0702  0.1498
O  0.0037  -0.0043  -0.4816
O  -0.1105  0.1063  -0.046
O  0.0696  -0.033  -0.3259
O  -0.0085  -0.0313  0.0253
O  0.0128  -0.0697  -0.1694
O  0.1152  -0.091  -0.1587
O  -0.1594  -0.0135  0.3134
O  -0.0484  0.0753  0.077
O  0.003  0.0075  -0.1489
O  0.0184  0.0082  -0.0895
O  -0.026  -0.0583  0.0659
O  0.0746  0.0382  0.3196
O  0.1168  0.2177  -0.1985
O  0.0431  -0.0315  -0.0511
O  -0.0421  0.0265  -0.0683
O  0.0912  -0.028  -0.0923
O  -0.0148  0.0401  0.1374
O  0.1117  -0.006  0.2151
O  0.1395  -0.059  0.4029
O  0.0177  -0.0139  -0.0375
O  0.0563  0.0404  0.0998
O  0.0483  0.0064  -0.0262
O  0.0772  -0.0114  -0.0743
O  -0.0781  0.0368  0.4087
O  -0.118  0.0006  0.1275
O  -0.0919  -0.0479  0.5799
O  0.1085  -0.0498  -0.2312
O  -0.0086  -0.0608  -0.1899
O  0.0382  -0.022  -0.0024
O  -0.0126  0.0564  0.498
O  0.013  -0.0821  0.1211
O  -0.1297  0.0374  -0.0014
O  0.0138  0.0101  -0.0111
O  0.0377  -0.0564  0.0415
O  -0.0735  -0.152  -0.2233
O  -0.0056  0.0206  0.1186
O  0.0401  0.0873  0.1336
O  -0.0401  -0.114  -0.1625
O  0.0611  -0.0285  0.0572
O  0.0202  0.0174  0.0966
O  -0.0274  0.0218  -0.0193
O  0.0118  0.0227  -0.0042
O  -0.0087  0.0032  0.099
O  0.0954  -0.0882  -0.2002
O  -0.0451  -0.0044  0.1142
O  -0.0227  0.0136  -0.0089
O  0.0162  0.0492  0.2033
O  -0.0258  0.0454  0.0418
O  -0.0379  -0.0497  0.044
O  -0.0705  -0.0062  -0.0785
O  0.023  0.0225  0.1007
O  0.1129  -0.1293  0.2355
O  -0.0458  0.0018  0.052
O  -0.0865  -0.0339  -0.141
O  -0.0302  0.0522  0.1214
O  -0.1405  0.2496  -0.2704
O  0.0037  -0.1522  0.3121
O  -0.0033  -0.0343  0.1545
O  0.0092  0.0043  0.1319
O  0.1004  -0.0452  -0.0102
O  0.0292  0.1113  0.0815
O  0.0055  -0.021  -0.0684
O  0.0237  0.0451  0.0803
O  -0.0071  0.0164  -0.1053
O  0.0805  -0.0394  0.0312
O  0.028  -0.0456  0.1237
O  -0.0922  0.0567  0.0919
O  0.0276  -0.053  -0.0475
O  -0.0139  -0.0643  -0.1036
O  -0.1044  0.0621  0.2184
O  0.0336  0.0398  -0.1077
O  -0.0005  -0.0054  -0.0554
O  0.1144  0.0053  0.1884
O  0.0275  0.0439  0.0056
O  0.0485  -0.0114  0.0628
O  0.0298  0.0929  -0.1365
O  -0.1702  -0.0097  0.1331
O  -0.2602  0.2974  0.5464
O  -0.0441  0.056  -0.1256
O  -0.0707  0.085  0.1303
O  -0.0091  0.0293  -0.0168
O  0.0877  -0.0149  -0.1593
O  -0.022  0.0607  -0.0744
O  -0.0891  -0.0052  -0.1556
O  0  -0.0166  0.0191
O  0.0115  0.0497  -0.0297
O  0.0541  0.1459  -0.3059
O  -0.0047  -0.0301  -0.0709
O  -0.0436  0.0343  -0.0152
O  0.0591  -0.0681  0.1764
O  -0.0118  0.05  -0.0497
O  0.0441  -0.0137  -0.0283
O  0.0269  0.0656  -0.1913
O  -0.0323  -0.0249  -0.0744
O  -0.0481  -0.0202  0.1024
O  0.0605  0.0329  -0.1205
O  0.0698  -0.0476  0.0811
O  -0.0121  0.0512  0.194
O  0.0129  0.0232  0.0312
O  0.0597  0.0103  -0.0017
O  -0.0013  -0.0066  0.0034
O  0.0102  -0.0116  -0.0106
O  -0.0612  0.0822  0.124
O  0.0158  -0.0602  0.0602
O  0.3029  -0.3073  0.2959
O  0.0392  -0.0374  0.1052
O  0.054  -0.0774  0.1705
O  -0.0463  -0.0154  -0.2321
O  0.0277  -0.0557  -0.1256
O  -0.0891  0.0112  -0.0949

The program warned: the cutoff lies below the one the program advises for these potential files; the forces do not sum to zero within the program's tolerance; the exchange-correlation potential is rough where the density is thin.
